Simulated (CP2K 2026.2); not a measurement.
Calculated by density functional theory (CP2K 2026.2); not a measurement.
Periodic cell of 740 atoms, Si396O312N32, from a study of silicon, its oxide and their interface. The atomic structure is a simulated model.
Doubt: the forces sum to 1.95 eV/angstrom along one axis rather than to zero, so they err by at least 0.0026 eV/angstrom per atom on average; the grid cutoff is modest.

Settings
functional: PBE
method: Gaussian and plane waves
basis set: DZVP-MOLOPT-SR-GTH
pseudopotentials: GTH-PBE
grid cutoff: 350 Ry, relative cutoff 50 Ry
k points: Gamma only
occupations: fixed
spin: none
net charge: 0

Cell vectors (angstrom)
a 16.3356 0 0
b 0 16.3356 0
c 2.5906 6.1025 43.357

Atoms: element, x, y, z (angstrom)
Si 1.278 15.396 0.023
Si 7.006 7.998 43.3
Si 1.002 4.317 0.018
Si 6.543 13.183 43.28
Si 4.274 15.304 43.24
Si 4.494 12.078 0.035
Si 6.942 14.93 0.044
Si 9.462 1.763 0.423
Si 7.341 3.934 0.146
Si 9.906 6.688 0.134
Si 6.631 9.808 0.102
Si 9.749 11.602 0.092
Si 15.042 20.883 43.182
Si 15.28 1.126 0.089
Si 11.978 4.416 0.347
Si 15.225 6.622 0.217
Si 14.639 15.574 43.311
Si 17.294 18.671 43.215
Si 2.937 0.262 1.182
Si 5.697 2.915 1.519
Si 2.74 5.471 1.204
Si 5.384 8.267 1.369
Si 2.817 10.855 1.202
Si 5.59 13.604 1.422
Si 8.166 16.42 1.405
Si 10.877 2.941 1.772
Si 8.317 5.563 1.461
Si 10.988 8.152 1.553
Si 8.197 10.747 1.576
Si 10.864 13.509 1.104
Si 13.598 16.309 1.281
Si 16.357 2.725 1.423
Si 13.635 5.521 1.537
Si 0.166 8.162 1.384
Si 13.643 10.852 1.137
Si 16.366 13.697 1.192
Si 1.505 1.431 2.695
Si 4.122 4.201 2.682
Si 1.458 6.773 2.738
Si 4.072 9.593 2.759
Si 1.387 12.261 2.523
Si 4.141 15.066 2.602
Si 6.862 1.399 2.847
Si 9.505 4.266 3.033
Si 6.789 6.865 2.691
Si 9.544 9.417 2.892
Si 6.895 12.254 2.822
Si 9.572 14.921 2.592
Si 12.308 1.362 2.741
Si 14.973 4.053 2.789
Si 12.334 6.857 2.924
Si 15.049 9.587 2.599
Si 12.261 12.21 2.566
Si 14.993 14.973 2.659
Si 16.396 16.349 3.989
Si 2.799 2.799 4.07
Si 16.374 5.443 4.08
Si 2.749 8.184 4.107
Si 16.379 10.943 3.99
Si 2.733 13.652 3.927
Si 5.448 16.351 4.097
Si 8.168 2.767 4.239
Si 5.45 5.518 4.094
Si 8.131 8.112 4.183
Si 5.453 10.917 4.113
Si 8.251 13.646 4.09
Si 10.908 16.299 4.018
Si 13.642 2.688 4.143
Si 10.946 5.543 4.3
Si 13.731 8.274 4.111
Si 10.938 10.9 4.057
Si 13.623 13.575 3.991
Si 1.362 14.98 10.818
Si 4.034 17.7 10.868
Si 1.28 4.067 11.001
Si 4.019 6.768 10.97
Si 1.278 9.462 10.914
Si 4.091 12.234 10.883
Si 6.75 14.924 10.798
Si 9.522 17.606 10.833
Si 6.74 4.067 10.848
Si 9.539 6.81 10.918
Si 6.791 9.519 10.951
Si 9.443 12.184 10.868
Si 12.23 14.981 10.914
Si 14.949 17.73 10.92
Si 12.29 4.109 10.883
Si 14.969 6.713 10.902
Si 12.203 9.513 10.811
Si 14.936 12.214 10.879
Si 2.667 16.345 12.217
Si 5.374 2.735 12.225
Si 2.615 5.445 12.382
Si 5.45 8.101 12.28
Si 2.688 10.838 12.165
Si 5.49 13.572 12.254
Si 8.053 16.296 12.149
Si 10.98 2.602 12.101
Si 8.134 5.386 12.17
Si 10.872 8.246 12.268
Si 8.124 10.869 12.377
Si 10.794 13.567 12.151
Si 13.591 16.381 12.288
Si 16.214 2.734 12.406
Si 13.601 5.455 12.362
Si 16.273 8.042 12.308
Si 13.562 10.788 12.194
Si 16.318 13.635 12.139
Si 1.277 17.622 13.663
Si 3.989 4.017 13.648
Si 1.251 6.777 13.844
Si 3.997 9.452 13.545
Si 1.305 12.23 13.432
Si 4.123 15.012 13.481
Si 6.746 17.701 13.529
Si 9.539 3.896 13.317
Si 6.849 6.715 13.627
Si 9.532 9.52 13.751
Si 6.752 12.216 13.784
Si 9.324 14.852 13.462
Si 12.221 17.722 13.701
Si 14.798 4.064 13.884
Si 12.271 6.976 13.64
Si 14.794 9.319 13.594
Si 12.172 12.185 13.446
Si 15.024 15.01 13.538
Si 16.272 16.268 15.116
Si 2.61 2.667 15.025
Si 16.189 5.442 15.285
Si 2.722 8.185 15.093
Si 16.258 10.736 14.633
Si 2.732 13.616 14.686
Si 5.354 16.421 14.921
Si 8.272 2.622 14.803
Si 5.411 5.338 14.945
Si 8.258 8.009 15.084
Si 5.248 10.782 14.983
Si 8.132 13.646 15.136
Si 10.695 16.229 14.68
Si 13.357 2.726 15.377
Si 10.812 5.396 14.47
Si 13.492 8.231 15.358
Si 10.904 10.998 15.032
Si 13.597 13.57 14.627
Si 1.673 15.03 16.2
Si 3.725 17.416 16.349
Si 1.06 3.753 16.428
Si 4.315 6.87 16.353
Si 1.401 9.843 16.196
Si 3.625 12.089 16.191
Si 6.854 15.316 16.285
Si 9.254 17.293 16.18
Si 7.071 4.126 16.069
Si 9.396 6.109 16.129
Si 6.472 9.113 16.118
Si 9.945 12.648 16.4
Si 12.092 14.815 15.823
Si 15.147 17.862 16.528
Si 11.969 4.746 16.348
Si 14.565 6.537 16.719
Si 12.465 10.115 16.592
Si 14.788 12.027 15.841
Si 5.619 13.352 21.408
Si 2.285 4.995 28.644
Si 10.793 11.344 18.916
Si 6.604 9.891 18.901
Si 17.614 17.276 26.695
Si 12.526 13.634 28.033
Si 12.287 8.809 19.316
Si 9.188 18.844 20.666
Si 4.451 17.928 19.406
Si 13.348 16.333 18.235
Si 2.54 5.499 18.532
Si 14.089 5.711 25.172
Si 10.529 15.748 24.474
Si 2.922 3.797 21.114
Si 13.914 12.73 22.71
Si 1.216 8.253 18.749
Si 7.007 9.108 25.293
Si 3.66 9.959 19.776
Si 4.703 4.095 23.834
Si 16.675 9.259 21.469
Si 5.463 17.063 26.631
Si 8.423 16.777 22.609
Si 15.686 12.666 32.428
Si 5.761 17.525 23.84
Si 4.303 16.013 21.605
Si 11.187 4.807 21.403
Si 13.188 16.866 25.763
Si 13.172 18.939 39.544
Si 8.236 7.687 20.026
Si 15.458 17.866 24.473
Si 11.632 16.633 28.245
Si 7.923 8.186 22.815
Si 10.666 16.958 18.854
Si 3.647 19.347 26.599
Si 3.856 18.941 29.41
Si 8.098 12.26 18.787
Si 14.591 9.979 23.457
Si 15.673 16.369 21.974
Si 10.706 6.468 18.723
Si 17.286 12.532 17.461
Si 13.479 14.722 20.747
Si 16.174 6.212 27.191
Si 6.796 3.284 18.942
Si 7.415 3.338 22.889
Si 4.138 9.586 26.265
Si 9.407 5.561 23.794
Si 6.366 5.422 20.717
Si 9.784 18.745 27.211
Si 16.03 5.973 34.453
Si 4.514 10.929 28.596
Si 5.086 6.884 22.763
Si 1.401 11.881 20.227
Si 17.945 19.698 31.02
Si 17.413 18.958 33.885
Si 11.243 13.666 22.552
Si 5.973 17.296 30.675
Si 1.922 14.48 27.713
Si 1.812 8.111 26.459
Si 16.351 19.264 22.046
Si 9.473 6.354 31.135
Si 14.236 5.173 21.942
Si 14.406 5.79 31.93
Si 3.989 12.695 26.339
Si 11.605 14.124 18.554
Si 14.044 13.949 25.573
Si 5.595 13.465 18.197
Si 10.811 11.085 31.987
Si 1.718 14.305 22.005
Si 4.662 11.226 34.143
Si 15.301 10.813 29.789
Si 15.867 7.634 29.896
Si 11.134 12.945 25.508
Si 4.485 12.364 30.876
Si 5.965 19.304 35.627
Si 9.813 6.408 26.758
Si 8.031 17.283 35.148
Si 13.917 20.026 29.673
Si 15.061 18.773 35.647
Si 2.336 5.205 33.279
Si 5.275 14.179 40.637
Si 14.998 8.449 25.949
Si 16.082 13.73 41.168
Si 8.752 9.157 27.464
Si 3.468 12.179 23.311
Si 8.409 4.722 28.76
Si 11.74 10.87 23.445
Si 7.093 6.966 27.268
Si 2.875 9.02 28.916
Si 7.863 15.277 29.591
Si 7.888 10.268 36.751
Si 3.922 16.11 29.053
Si 3.225 17.881 35.663
Si 6.68 12.664 32.662
Si 12.023 4.543 27.194
Si 10.477 17.329 36.806
Si 1.981 7.746 31.376
Si 11.245 7.058 39.583
Si 3.153 9.144 22.569
Si 11.031 19.225 41.468
Si 12.075 19.662 35.269
Si 8.836 13.294 27.898
Si 4.067 6.934 27.517
Si 15.985 18.098 29.317
Si 11.268 8.066 34.974
Si 15.731 8.317 32.677
Si 10.173 9.57 21.291
Si 15.832 19.755 38.545
Si 10.796 11.399 27.858
Si 9.067 13.048 30.892
Si 14.929 7.527 19.783
Si 16.15 11.01 39.544
Si 13.421 17.259 30.48
Si 17.299 13.446 34.844
Si 4.617 16.594 39.033
Si 2.545 13.131 32.626
Si 17.328 10.987 36.785
Si 8.472 6.38 41.138
Si 6.327 20.125 30.586
Si 2.982 17.414 41.368
Si 16.081 8.786 41.476
Si 5.44 4.97 33.188
Si 13.1 9.663 28.221
Si 8.392 13.96 21.266
Si 15.026 9.28 37.449
Si 4.904 5.45 37.215
Si 11.55 5.486 33.31
Si 5.992 13.358 28.244
Si 13.565 13.112 34.568
Si 13.961 15.051 32.526
Si 13.014 9.497 32.895
Si 4.782 9.35 30.854
Si 10.849 14.293 41.256
Si 10.76 9.391 37.694
Si 5.93 8.116 36.988
Si 8.801 9.67 34.036
Si 13.846 6.766 41.44
Si 8.172 16.961 25.529
Si 18.206 17.715 38.51
Si 5.741 12.446 36.853
Si 2.183 6.402 36.003
Si 6.704 11.537 39.421
Si 15.511 13.19 27.953
Si 11.475 8.683 30.463
Si 7.041 18.793 32.925
Si 5.191 19.57 41.447
Si 15.859 6.275 37.35
Si 6.461 14.554 34.975
Si 3.416 9.253 35.805
Si 17.006 14.871 38.511
Si 11.443 20.918 37.8
Si 5.266 9.338 41.253
Si 6.902 7.632 32.533
Si 3.342 14.963 34.531
Si 14.245 13.922 37.375
Si 8.823 11.961 41.308
Si 3.576 14.024 38.431
Si 5.93 6.926 39.578
Si 12.939 11.261 36.79
Si 12.267 15.916 38.825
Si 16.033 16.356 34.375
Si 6.065 19.269 38.528
Si 9.236 19.242 38.87
Si 1.369 14.964 5.366
Si 4.09 1.386 5.446
Si 1.393 4.098 5.437
Si 4.105 6.85 5.484
Si 1.352 9.552 5.412
Si 4.056 12.298 5.388
Si 6.831 14.981 5.424
Si 9.572 1.334 5.457
Si 6.75 4.121 5.517
Si 9.507 6.834 5.594
Si 6.781 9.532 5.477
Si 9.576 12.247 5.43
Si 12.276 14.949 5.381
Si 15.042 1.33 5.427
Si 12.289 4.062 5.512
Si 15.036 6.833 5.441
Si 12.298 9.578 5.454
Si 14.993 12.256 5.394
Si 2.696 16.342 6.76
Si 5.407 2.731 6.855
Si 2.723 5.463 6.806
Si 5.439 8.189 6.867
Si 2.717 10.91 6.778
Si 5.439 13.619 6.761
Si 8.174 16.328 6.807
Si 10.908 2.701 6.842
Si 8.135 5.444 6.901
Si 10.917 8.221 6.838
Si 8.175 10.895 6.779
Si 10.923 13.607 6.772
Si 13.637 16.311 6.766
Si 16.37 2.717 6.779
Si 13.662 5.458 6.804
Si 16.363 8.183 6.821
Si 13.644 10.918 6.819
Si 16.345 13.62 6.773
Si 1.35 1.363 8.164
Si 4.021 4.087 8.196
Si 1.367 6.798 8.187
Si 4.048 9.538 8.197
Si 1.35 12.24 8.157
Si 4.062 14.975 8.107
Si 6.796 1.348 8.167
Si 9.524 4.06 8.206
Si 6.774 6.823 8.245
Si 9.509 9.541 8.167
Si 6.779 12.231 8.122
Si 9.534 14.928 8.131
Si 12.285 1.339 8.165
Si 15.012 4.072 8.139
Si 12.267 6.8 8.156
Si 14.966 9.511 8.175
Si 12.252 12.271 8.166
Si 14.971 14.964 8.163
Si 16.307 16.361 9.524
Si 2.653 2.74 9.571
Si 16.343 5.405 9.534
Si 2.698 8.149 9.571
Si 16.317 10.868 9.528
Si 2.737 13.604 9.495
Si 5.386 16.325 9.493
Si 8.15 2.692 9.541
Si 5.368 5.446 9.55
Si 8.171 8.184 9.574
Si 5.452 10.877 9.535
Si 8.142 13.573 9.476
Si 10.898 16.283 9.477
Si 13.641 2.742 9.51
Si 10.9 5.455 9.534
Si 13.617 8.122 9.543
Si 10.857 10.901 9.493
Si 13.597 13.615 9.545
O 1.539 14.045 17.521
O 14.974 6.87 18.282
O 3.841 7.82 23.217
O 2.698 16.194 16.689
O 16.294 2.633 16.925
O 1.882 4.238 17.759
O 3.818 6.089 17.713
O 5.453 7.982 16.762
N 2.1 11.38 16.751
O 6.779 4.285 21.759
O 15.247 3.981 21.529
O 5.96 14.943 17.63
O 8.01 16.382 16.743
O 11.968 7.456 18.496
O 8.042 5.325 16.619
O 10.056 10.802 20.25
O 5.055 18.595 26.956
O 5.403 13.352 19.798
N 11.27 13.72 16.899
O 9.844 17.476 20.126
O 13.368 5.422 16.858
N 3.327 20.045 28.157
O 13.747 11.133 16.728
O 15.843 12.807 16.792
O 13.197 16.073 31.554
O 10.326 7.575 30.516
O 4.302 12.856 17.473
O 10.817 10.165 30.64
N 6.002 19.244 23.814
O 14.035 18.133 25.205
O 7.343 12.756 27.567
O 10.07 17.694 17.535
O 8.679 14.626 30.856
O 14.758 19.228 39.64
O 4.455 12.865 37.746
N 7.376 16.868 23.986
O 16.134 19.521 34.699
O 4.776 18.218 35.48
O 8.029 6.923 31.602
O 2.453 10.436 36.359
O 4.019 9.36 21.221
O 17.83 4.622 30.007
N 17.735 5.662 34.648
O 9.69 17.921 38.082
O 2.182 13.165 23.084
O 3.485 12.137 33.529
O 16.792 9.878 40.513
O 15.604 11.564 31.216
O 5.572 17.719 38.361
N 10.026 12.646 26.833
N 5.503 18.776 29.91
O 5.306 19.786 39.859
O 11.418 16.194 37.459
O 17.046 17.385 33.572
O 8.582 21.461 42.141
O 12.678 11.962 35.322
O 3.862 9.821 41.87
O 7.721 6.277 20.582
O 13.233 7.305 42.821
O 9.649 10.27 28.218
O 15.242 9.639 42.538
O 18.804 11.545 43.064
O 11.57 10.801 37.529
O 6.615 13.731 36.363
O 17.428 6.634 37.175
O 9.488 10.739 42.109
O 14.49 21.651 41.824
O 16.885 17.584 28.102
O 9.877 13.077 40.808
O 2.55 13.234 26.886
O 9.905 20.488 38.09
O 5.758 8.375 31.654
O 11.518 6.086 38.328
O 14.968 14.582 42.017
O 2.825 15.475 21.939
N 5.646 20.223 37.089
O 2.682 6.186 42.901
O 8.393 13.583 19.686
O 12.118 14.76 21.689
O 13.978 7.331 25.342
O 2.68 7.858 35.503
O 15.844 9.278 29.794
O 4.676 20.969 42.054
O 7.156 13.746 33.755
O 12.769 4.624 21.57
O 9.775 8.04 26.813
O 6.579 19.026 42.074
O 4.104 18.459 41.867
O 16.778 14.145 28.271
O 15.656 12.34 40.373
O 17.218 16.453 38.215
O 2.871 5.05 20.059
O 11.264 8.348 36.557
O 16.184 19.784 42.723
O 14.26 9.062 27.27
O 4.588 12.369 22.154
O 12.867 15.937 16.738
O 12.45 8.934 34.291
O 13.774 9.877 36.616
O 6.911 4.655 29.372
O 5.473 13.278 31.771
O 7.629 12.568 42.221
O 8.2 17.078 42.901
O 12.311 10.952 32.624
O 15.433 6.779 28.563
O 17.206 11.414 38.363
O 11.695 15.017 28.256
N 17.254 12.906 33.145
O 15.794 7.555 34.103
O 6.208 9.244 42.583
O 9.386 16.723 35.789
O 10.646 5.45 22.773
O 5.406 4.689 31.576
O 4.488 10.826 31.477
O 16.865 12.242 35.846
O 12.471 19.802 38.374
N 17.841 20.109 32.663
N 8.779 8.603 21.38
O 6.362 7.843 22.631
O 6.693 3.181 17.345
O 16.901 18.528 30.598
O 16.343 9.711 36.607
O 11.247 18.422 35.896
O 2.883 14.89 28.972
O 13.486 16.669 42.875
O 9.656 10.534 32.97
O 15.327 5.729 35.902
O 16.295 17.762 21.408
O 11.708 12.436 28.784
N 4.134 8.619 27.717
O 12.021 10.458 27.307
N 8.225 18.386 22.015
O 6.111 17.595 32.275
O 17.28 19.04 38.834
O 15.298 5.242 33.193
O 17.281 8.695 32.268
O 17.414 7.24 30.134
O 5.388 9.335 25.249
O 2.474 13.834 35.321
O 1.861 15.77 26.735
O 12.77 17.225 27.266
O 12.25 17.346 18.899
O 9.797 13.462 21.87
O 6.061 4.687 19.321
O 3.783 13.861 40.042
O 12.865 4.196 28.545
O 12.574 6.79 40.454
O 14.03 14.108 35.776
O 17.878 17.983 41.834
O 3.393 5.499 36.618
O 2.954 10.64 29.024
O 15.216 9.656 24.905
O 11.277 17.811 42.185
O 15.891 11.74 28.584
O 15.011 7.73 40.841
O 12.282 8.537 29.066
O 15.804 14.198 37.677
O 11.085 19.613 26.81
O 8.486 4.228 23.729
O 5.019 10.172 18.957
O 6.475 14.515 29.249
O 9.183 9.785 37.607
O 16.993 9.027 17.429
O 7.608 8.228 28.223
O 1.439 3.535 21.667
O 6.926 8.426 19.46
O 15.795 21.399 38.453
O 4.838 17.212 22.546
O 7.111 9.917 17.378
O 3.875 3.883 25.241
O 7.565 8.831 33.4
O 10.536 15.333 18.873
O 16.083 19.111 23.652
O 3.466 18.89 20.245
O 3.787 3.973 22.485
O 3.334 6.239 28.792
O 7.051 16.783 26.678
O 16.681 14.754 40.083
O 7.074 16.016 35.035
O 8.197 11.327 39.971
O 14.085 13.733 23.977
O 4.536 8.935 36.933
O 14.129 15.548 25.825
O 15.294 5.283 26.197
O 17.939 8.577 28.034
O 7.299 18.443 36.032
O 17.279 7.937 42.112
O 4.185 15.466 37.938
N 11.832 10.113 18.269
O 7.062 8.954 36.249
O 12.878 5.806 32.45
O 9.796 8.498 34.507
O 14.581 6.459 20.98
O 3.139 10.586 23.334
O 16.887 11.894 18.877
O 5.987 18.395 19.6
O 15.421 17.191 35.623
O 17.459 5.327 27.571
O 4.932 5.924 38.783
N 10.633 5.53 17.307
O 11.537 12.731 19.384
O 12.483 8.513 31.717
O 5.742 6.606 36.407
O 16.683 15.128 22.209
O 13.592 19.142 35.118
N 10.898 14.095 24.212
O 5.337 14.842 21.916
O 9.843 19.183 40.379
O 5.762 10.415 40.15
O 5.435 9.836 29.435
O 14.444 15.994 20.998
O 15.168 19.416 28.841
O 8.058 7.601 42.102
N 5.373 14.177 42.373
O 11.075 8.596 39.081
O 7.457 11.038 19.663
O 15.006 14.024 31.805
O 8.412 10.715 35.251
O 4.052 12.623 24.74
O 9.367 7.419 18.89
O 14.887 11.5 23.026
O 11.226 11.448 24.863
O 6.465 8.006 38.505
O 13.458 14.947 38.334
O 14.963 10.139 38.835
O 12.488 19.57 40.863
O 11.839 16.579 24.919
O 8.584 6.869 23.416
O 4.102 9.722 34.396
O 4.139 17.962 17.828
O 1.621 8.711 22.296
O 3.311 16.012 42.113
N 16.518 7.633 26.204
O 14.734 17.12 17.966
O 4.894 14.694 34.704
O 6.909 12.623 17.748
O 5.505 15.749 40.141
O 5.111 13.7 26.926
O 2.934 14.687 32.983
O 10.421 3.425 21.137
O 13.546 11.611 43.014
O 13.737 10.624 29.383
O 15.285 13.207 26.333
O 9.946 15.276 42.154
O 5.581 6.374 27.404
O 14.296 5.439 23.571
O 3.898 4.997 33.71
O 10.451 12.62 31.617
O 15.245 19.241 37.15
O 16.527 17.353 25.532
O 8.927 18.37 25.876
O 10.223 17.329 27.877
O 2.947 16.412 35.078
O 9.878 6.641 40.377
O 12.837 4.925 25.837
O 7.881 12.272 31.67
O 11.861 20.917 36.258
O 11.581 20.281 33.85
O 3.146 19.258 30.822
O 6.228 13.054 39.895
O 2.912 6.847 26.33
O 9.94 16.472 23.146
N 3.256 8.546 30.545
O 14.802 16.079 33.411
N 13.139 14.812 19.065
O 8.133 15.545 21.569
O 10.896 5.728 20.124
O 15.051 7.661 37.696
N 9.502 11.862 17.898
O 12.978 9.819 23.532
O 2.373 18.961 34.838
O 5.06 11.734 35.608
O 2.448 18.309 26.285
N 6.82 11.36 37.678
O 5.223 5.65 23.826
O 5.072 6.227 21.262
N 12.599 13.371 26.316
O 12.951 14.136 33.446
O 2.95 12.872 31.087
O 14.307 13.432 21.306
O 2.912 11.374 19.952
N 5.002 12.402 29.253
O 9.154 12.575 29.345
O 15.093 16.686 23.435
N 6.23 19.949 34.002
O 7.219 6.118 40.14
O 7.803 9.371 23.912
O 2.747 18.016 37.189
O 2.615 9.31 25.657
O 6.177 6.425 33.377
O 11.08 5.815 27.578
O 13.744 12.39 37.666
O 12.837 17.353 39.361
N 16.436 8.338 20.047
O 15.331 9.062 22.355
O 10.994 8.872 43.025
O 2.405 6.44 32.221
O 14.873 16.987 29.768
O 4.316 16.456 20.054
O 12.03 17.14 29.691
O 8.904 19.598 28.267
O 9.323 15.809 25.565
O 18.338 14.031 38.126
N 8.339 5.81 27.449
O 7.395 16.761 30.029
O 11.446 15.123 39.988
O 8.77 14.9 28.269
O 10.775 20.286 42.648
O 14.449 4.881 30.606
O 2.658 8.918 19.064
N 15.112 7.273 31.423
O 9.982 5.817 25.269
O 7.155 7.545 25.743
O 11.478 6.535 34.54
O 8.319 3.236 19.498
O 7.152 13.078 21.852
O 5.164 7.812 40.694
O 1.515 13.42 20.677
O 16.995 10.837 21.212
O 13.434 18.878 30.75
O 13.839 8.734 19.726
O 8.231 18.02 33.707
O 4.836 16.092 27.722
O 11.451 8.763 20.704
N 12.254 12.264 22.592
O 9.341 5.243 29.975
O 6.095 11.338 33.378
O 7.523 19.597 31.587
O 7.642 19.364 38.868
O 12.016 13.611 42.156
O 17.236 13.37 42.212
O 14.788 12.36 33.779
O 3.18 17.533 28.965
O 4.953 16.882 25.1
O 14.64 9.522 32.873
O 10.246 5.685 32.383
O 1.444 6.684 18.475
O 10.493 10.115 22.766
O 4.805 16.196 30.409
N 3.102 17.266 39.668
N 4.411 11.134 26.905
O 16.583 14.917 34.874
O 7.845 9.97 26.378
O 14.076 13.717 28.563

Results
total energy: -187844.730 eV
total energy less fixed offsets of N -271.95, O -438.35, Si -107.03 eV per atom: 6.750 eV

Forces (eV/angstrom) on atoms 325 to 532 of the 740, counted in the order above; the others are left out for length: element, x, y, z
Si -0.004 0.01 0.004
Si -0.016 0.002 0.01
Si 0.013 -0.008 0.012
Si -0.015 -0.009 0.001
Si 0 -0.001 0.005
Si -0.007 0.026 0.005
Si 0.011 -0.012 0.018
Si 0.02 -0.018 -0.004
Si 0.014 0.025 0.009
Si -0.009 -0.011 0.016
Si -0.009 0.003 0.01
Si -0.002 -0.013 0.005
Si -0.01 -0.017 -0.002
Si 0.021 -0.02 0.002
Si 0.015 -0.012 0.007
Si -0.019 -0.019 0.012
Si -0.017 -0.01 0.006
Si -0.014 -0.013 0.014
Si 0.008 -0.003 0.011
Si -0.006 -0.002 0.017
Si 0.008 0.001 0.009
Si 0.025 0.002 0.016
Si 0.002 0.006 -0.003
Si 0.003 0.011 0
Si -0.003 0.006 0.013
Si -0.001 0.004 0.015
Si 0.02 -0.007 0.012
Si -0.015 0.009 0.003
Si 0.021 0.012 0.01
Si -0.007 0.004 -0.005
Si 0.013 0.01 0.013
Si 0.005 0.007 0.01
Si -0.007 0.004 0.003
Si 0.008 0.011 0.01
Si -0.012 -0.002 0.004
Si 0.008 0.001 0.007
Si -0.008 0 0.007
Si -0.017 -0.006 -0.002
Si 0.014 -0.003 0.005
Si 0.004 0.013 0.007
Si 0.002 -0.012 -0.008
Si 0.001 0 -0.009
Si 0.012 -0.008 0.01
Si -0.025 -0.016 0.014
Si -0.002 -0.005 0.004
Si 0.03 0.003 0
Si 0.009 -0.008 -0.004
Si 0.026 -0.01 -0.015
Si -0.027 0.005 0.003
Si 0.008 0.004 -0.01
Si -0.009 -0.022 -0.01
Si -0.02 -0.002 0.001
Si -0.009 0.013 -0.006
Si -0.006 -0.004 0.001
Si -0.006 0.007 -0.007
Si 0.009 0.008 0.004
Si -0.001 -0.024 -0.007
Si -0.016 0.001 0.005
Si 0.005 -0.011 -0.018
Si 0.003 0.006 -0.019
Si 0.001 0.001 -0.014
Si 0.009 -0.001 0.011
Si 0.002 0.01 -0.009
Si 0.003 0.022 -0.004
Si 0.018 0.02 -0.006
Si 0.005 -0.003 -0.015
Si -0.018 -0.006 -0.006
Si 0.001 0.023 -0.003
Si 0.005 0.007 0.001
Si 0.007 0.01 -0.008
Si -0.017 0.009 -0.012
Si -0.016 0.001 -0.007
O 0.441 0.065 0.502
O 0.143 -0.128 0.165
O -0.118 -0.234 0.596
O -0.006 0.097 0.218
O 0.222 0.071 0.197
O 0.234 -0.385 0.295
O 0.3 -0.256 0.106
O -0.104 -0.084 0.145
N -0.008 0.054 -0.025
O -0.203 -0.26 -0.04
O -0.142 -0.153 -0.696
O -0.054 0.448 0.134
O -0.149 0.24 0.267
O 0.53 -0.252 -0.72
O 0.069 0.144 0.552
O -0.273 0.326 0.088
O 0.329 0.387 0.437
O -0.117 -0.212 -0.109
N 0.115 -0.114 0.033
O 0.043 -0.391 0.219
O -0.114 -0.128 0.147
N -0.05 0.089 0.07
O 0.278 -0.206 0.495
O -0.231 0.554 0.241
O -0.415 0.067 0.19
O -0.059 0.086 -0.203
O -0.295 -0.084 0.31
O -0.125 0.298 -0.557
N 0.106 0.035 0.221
O -0.281 0.466 0.273
O 0.037 -0.671 -0.413
O 0.092 0.485 -0.146
O -0.065 0.544 0.591
O 0.26 -0.199 0.497
O -0.1 -0.182 -0.16
N 0.042 -0.075 0.033
O -0.311 0.51 -0.233
O 0.046 -0.394 -0.227
O -0.287 -0.159 -0.285
O 0.148 0.296 -0.041
O 0.36 -0.019 0.149
O -0.374 0.521 0.041
N 0.029 -0.217 0.143
O -0.308 -0.203 0.102
O -0.359 -0.009 0.287
O -0.167 -0.101 0.311
O 0.709 -0.231 -0.181
O 0.122 -0.313 0.073
O 0.247 -0.12 -0.444
N -0.08 -0.114 -0.158
N 0.192 -0.031 -0.18
O -0.383 0.379 -0.071
O 0.157 -0.55 -0.309
O 0.453 -0.079 -0.602
O -0.581 -0.343 -0.049
O -0.557 -0.281 -0.299
O -0.399 -0.241 -0.194
O 0.304 -0.085 -0.003
O 0.173 -0.011 0.355
O -0.057 -0.074 0.17
O -0.238 0.054 0.08
O -0.032 -0.09 -0.194
O -0.185 0.483 0.397
O 0.295 0.033 0.322
O 0.337 0.196 0.519
O 0.143 -0.139 -0.217
O 0.099 -0.384 -0.558
O 0.265 -0.261 0.063
O -0.073 -0.12 -0.255
O -0.489 -0.435 -0.237
O -0.247 0.492 -0.414
O -0.224 -0.228 -0.093
O 0.097 0.135 -0.368
O -0.345 0.014 -0.15
O -0.056 0.443 0.11
N -0.058 -0.009 0.151
O -0.154 0.151 -0.276
O 0.359 0.209 -0.244
O -0.342 0.51 -0.045
O -0.476 0.09 -0.348
O -0.062 0.005 -0.453
O 0.142 0.061 0.055
O -0.014 0.416 -0.268
O 0.443 0.268 -0.15
O 0.044 -0.201 0.033
O 0.377 -0.07 -0.491
O 0.545 0.03 -0.414
O 0.197 0.129 0.591
O -0.13 0.227 0.377
O -0.211 -0.111 0.134
O -0.331 0.068 -0.027
O 0.28 0.239 0.038
O 0.358 -0.26 0.233
O -0.14 0.142 -0.149
O 0.203 -0.096 0.096
O 0.088 -0.3 -0.31
O 0.071 0.375 -0.257
O 0.193 0.022 0.466
O -0.237 -0.298 -0.54
O -0.283 0.263 -0.013
O -0.096 0.669 -0.082
O -0.022 0.193 0.145
O -0.051 0.159 -0.204
O 0.439 0.64 -0.085
O -0.483 -0.161 -0.053
O 0.254 0.471 0.097
O -0.196 0.001 0.232
N -0.023 -0.059 -0.004
O 0.093 0.271 0.352
O -0.042 0.208 0.121
O -0.021 -0.681 0.023
O 0.301 0.104 0.249
O -0.575 0.357 -0.352
O 0.031 -0.154 0.388
O -0.38 0.103 -0.099
O 0.237 -0.206 -0.168
N -0.055 0.104 0.105
N -0.06 0.134 0.036
O -0.028 0.542 -0.14
O -0.271 -0.272 -0.08
O -0.16 -0.421 0.559
O 0.087 -0.261 -0.493
O 0.008 -0.309 -0.049
O 0.037 -0.418 0.411
O -0.066 0.025 -0.43
O -0.335 -0.027 -0.111
O -0.347 -0.145 0.015
O 0.213 -0.142 -0.494
O 0.06 0.072 0.63
N 0.102 0.146 0.033
O -0.031 0.119 -0.402
N -0.108 -0.004 -0.066
O -0.436 -0.435 0.241
O 0.336 0.244 0.419
O 0.133 -0.385 0.162
O 0.173 0.613 0.08
